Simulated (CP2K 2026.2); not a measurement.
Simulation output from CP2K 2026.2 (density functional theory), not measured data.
Periodic cell of 534 atoms, Si358O176, from a study of silicon, its oxide and their interface. The atomic structure is a simulated model.
Doubt: the forces sum to 3.23 eV/angstrom along one axis rather than to zero, so they err by at least 0.0061 eV/angstrom per atom on average; the grid cutoff is modest.

Settings: functional PBE; method Gaussian and plane waves; basis set DZVP-MOLOPT-SR-GTH; pseudopotentials GTH-PBE; grid cutoff 350 Ry, relative cutoff 50 Ry; k points Gamma only; occupations fixed; spin none; net charge 0.

Cell vectors (angstrom)
a	16.4025	0	0
b	0	16.4025	0
c	0	0	35.5098

Atoms and the computed forces on them: element, x, y, z (angstrom), force x, y, z (eV/angstrom)
Si	16.315	16.221	0.457	-0.002	-0.282	-0.587
Si	3.509	2.329	0.011	0.109	-0.029	0.035
Si	0.174	5.135	35.351	-0.136	0.159	0.303
Si	2.888	8.034	35.459	0.031	0.055	-0.029
Si	15.934	11.169	0.015	0.155	-0.371	0.16
Si	2.134	14.123	0.231	-0.037	0.197	-0.409
Si	5.648	0.134	0.466	0.337	-0.004	-0.753
Si	9.801	3.689	34.676	-0.028	-0.116	0.159
Si	5.302	5.997	0.322	0.059	0.113	0.101
Si	7.941	8.911	35.449	0.231	-0.052	0.155
Si	5.532	11.014	35.471	-0.124	0.212	-0.003
Si	7.671	14.209	0.157	0.04	0.176	-0.034
Si	10.532	0.573	35.493	0.441	-0.582	0.626
Si	14.162	1.985	35.209	-0.073	0.067	0.538
Si	11.631	5.338	34.757	-0.297	-0.005	-0.625
Si	13.226	8.366	35.4	0.161	-0.015	0.25
Si	11.403	10.881	35.102	0.213	0.155	-0.452
Si	13.131	12.397	34.617	-0.176	0.093	0.217
Si	1.504	1.377	1.372	0.026	-0.06	-0.116
Si	4.252	4.121	1.433	-0.065	0.087	-0.167
Si	1.351	6.736	1.229	-0.056	-0.075	-0.151
Si	3.963	9.714	1.279	0.152	-0.029	-0.188
Si	1.024	12.442	1.451	-0.04	-0.069	-0.047
Si	3.983	15.141	1.505	-0.1	-0.065	-0.002
Si	7.111	1.706	1.644	-0.155	-0.077	-0.048
Si	8.821	3.609	1.368	-0.147	0.158	0.062
Si	6.875	7.246	1.49	-0.125	0.112	-0.038
Si	9.587	9.839	1.446	-0.686	-0.088	0.284
Si	6.639	12.509	1.456	0.082	-0.194	-0.147
Si	9.41	15.328	1.37	-0.101	0.031	-0.223
Si	12.394	1.305	1.266	-0.211	-0.143	-0.322
Si	15.005	3.9	1.135	0.125	-0.139	-0.398
Si	12.204	6.663	1.174	0.045	0.023	0.546
Si	14.839	9.522	1.279	-0.006	0.238	0.017
Si	12.975	13.145	1.358	0.102	0.384	0.256
Si	14.764	14.834	1.713	-0.024	0.082	0.011
Si	0.038	2.749	2.663	0.043	0.106	-0.005
Si	2.69	0.06	2.902	-0.002	0.117	0.12
Si	16.287	8.112	2.581	0.038	-0.006	-0.058
Si	2.705	5.447	2.698	0.02	-0.024	0.089
Si	16.263	13.669	3.022	-0.041	0.009	0.224
Si	2.519	11.006	2.659	0.051	-0.038	-0.06
Si	5.497	2.819	2.918	0.111	0.076	0.161
Si	8.146	0.083	2.953	0.124	0.021	0.15
Si	5.348	8.422	2.797	-0.017	0.148	0.12
Si	8.053	5.527	2.678	0.043	-0.153	-0.128
Si	5.239	13.704	2.866	-0.014	-0.122	0.081
Si	8.094	11.092	2.773	-0.143	0.164	0.126
Si	10.808	2.722	2.605	0.1	-0.056	-0.143
Si	13.572	0.041	2.885	-0.024	0.039	0.029
Si	10.8	8.14	2.59	0.236	-0.128	-0.01
Si	13.602	5.328	2.556	0.077	-0.011	-0.075
Si	10.96	13.873	2.573	-0.026	0.152	-0.017
Si	13.612	11.088	2.663	-0.092	-0.179	-0.195
Si	1.324	4.124	4.103	-0.073	0.031	-0.063
Si	4.085	1.423	4.209	-0.138	-0.032	0.056
Si	1.228	9.526	4.005	-0.044	-0.006	-0.005
Si	4.026	6.886	4.081	0.101	0.002	-0.072
Si	1.292	15.08	4.223	0.079	-0.026	0.106
Si	3.898	12.275	4.152	0.019	0.104	-0.004
Si	6.785	4.256	4.219	-0.111	-0.118	0.111
Si	9.592	1.427	4.211	-0.111	-0.204	-0.071
Si	6.749	9.707	4.17	-0.086	-0.007	-0.037
Si	9.504	6.803	4.047	-0.06	0.027	0.03
Si	6.71	15.058	4.169	-0.048	-0.003	0.085
Si	9.578	12.438	4.023	0.009	-0.033	-0.066
Si	12.196	4.083	4.009	-0.082	-0.038	-0.063
Si	15.036	1.42	4.099	-0.008	0.023	-0.041
Si	12.191	9.588	3.963	0.071	0.133	-0.164
Si	14.934	6.752	3.971	-0.011	-0.022	0.013
Si	12.158	15.113	4.199	0.08	0.01	-0.058
Si	14.932	12.215	4.257	0.088	0.162	0.014
Si	16.306	16.341	10.948	0.031	0.003	0.006
Si	2.651	2.697	10.937	0.011	0.002	-0.012
Si	16.318	5.433	10.951	0.01	-0.042	-0.017
Si	2.642	8.159	10.962	0.029	-0.018	-0.002
Si	16.279	10.879	10.963	0.027	0.036	0.002
Si	2.63	13.61	10.95	0.024	0.028	0
Si	5.38	16.365	10.953	0.007	0.02	0.001
Si	8.132	2.695	10.968	0.03	0.006	0.001
Si	5.399	5.444	10.956	-0.001	-0.037	0.003
Si	8.128	8.176	10.94	0	-0.017	-0.001
Si	5.383	10.891	10.954	0.014	0.013	0.01
Si	8.116	13.601	10.954	0.02	-0.005	-0.005
Si	10.847	16.336	10.97	0.01	0.009	0.002
Si	13.587	2.695	10.951	0.018	-0.001	-0.003
Si	10.862	5.443	10.949	0.042	-0.003	-0.004
Si	13.579	8.164	10.948	0.012	0.007	-0.008
Si	10.837	10.877	10.95	0	0.011	-0.005
Si	13.555	13.598	10.958	0.014	0.003	0.008
Si	1.299	1.291	12.288	-0.01	0.003	-0.003
Si	4.033	4.047	12.301	-0.003	0	-0.005
Si	1.28	6.784	12.328	-0.001	-0.003	0.01
Si	4.022	9.517	12.321	-0.004	0.016	0
Si	1.253	12.24	12.319	-0.03	-0.032	-0.01
Si	4.016	14.972	12.299	-0.013	0.014	-0.004
Si	6.763	1.3	12.325	-0.055	-0.043	0.012
Si	9.522	4.049	12.323	-0.049	0.003	-0.003
Si	6.781	6.8	12.32	0	0.039	-0.001
Si	9.477	9.522	12.335	0.001	-0.007	-0.017
Si	6.756	12.232	12.329	-0.026	0.013	0.019
Si	9.497	14.928	12.332	-0.059	0.029	0.013
Si	12.229	1.301	12.313	0.009	0.018	-0.007
Si	14.967	4.05	12.304	0.045	0.031	-0.005
Si	12.231	6.794	12.318	-0.034	-0.039	-0.014
Si	14.921	9.517	12.353	-0.022	-0.052	0.013
Si	12.192	12.222	12.339	-0.025	0.002	-0.001
Si	14.932	14.963	12.312	-0.006	-0.013	-0.005
Si	16.321	2.64	13.632	0.015	0.008	-0.006
Si	2.645	16.316	13.668	0.055	0.01	0.025
Si	16.299	8.134	13.702	0.036	0.041	0.026
Si	2.67	5.405	13.666	0.018	-0.032	0.003
Si	16.283	13.599	13.695	0.011	0.035	0.023
Si	2.615	10.857	13.671	0.067	0.002	0.018
Si	5.378	2.661	13.68	0	0.052	0.014
Si	8.115	16.284	13.673	0.056	0.002	-0.014
Si	5.415	8.168	13.691	-0.037	-0.08	0.037
Si	8.152	5.414	13.676	0.028	-0.054	0.028
Si	5.373	13.598	13.663	-0.015	0.031	-0.033
Si	8.097	10.857	13.726	-0.035	0.018	0.027
Si	10.891	2.668	13.693	-0.002	-0.03	0.024
Si	13.547	16.297	13.687	0.012	0.033	0.007
Si	10.859	8.153	13.677	0.017	0.007	0.018
Si	13.609	5.418	13.666	-0.029	-0.048	-0.001
Si	10.811	13.532	13.744	0.086	-0.032	0.047
Si	13.534	10.866	13.739	-0.002	0.053	0.034
Si	1.318	3.973	14.977	-0.001	-0.016	0
Si	4.032	1.247	15.045	-0.062	-0.02	-0.01
Si	1.266	9.493	15.07	-0.071	-0.086	0
Si	4.05	6.776	15.022	0.047	0.065	-0.035
Si	1.27	14.961	15.045	-0.026	-0.024	0.064
Si	3.981	12.241	14.997	0.018	-0.084	0.031
Si	6.772	4.03	15.013	-0.039	-0.006	-0.012
Si	9.518	1.234	14.996	-0.055	-0.018	-0.024
Si	6.751	9.503	15.133	0.062	0.047	0.072
Si	9.545	6.762	15.044	-0.034	-0.022	0.076
Si	6.765	14.894	15.058	-0.074	-0.002	0.052
Si	9.444	12.155	15.165	-0.018	0.07	0.063
Si	12.3	4.032	15.049	0.055	0.118	-0.009
Si	14.944	1.275	14.991	0.016	-0.014	0.032
Si	12.162	9.488	15.123	-0.071	-0.102	0.003
Si	14.939	6.761	15.079	0.021	-0.043	0.009
Si	12.192	14.906	15.081	-0.023	-0.005	0.007
Si	14.901	12.254	15.089	-0.034	-0.032	0.031
Si	16.269	16.323	16.383	-0.013	-0.029	0.092
Si	2.623	2.585	16.391	-0.138	-0.007	0.034
Si	16.328	5.287	16.322	0.031	-0.027	0.039
Si	2.649	8.085	16.395	0.118	-0.027	0.209
Si	16.284	10.88	16.419	0.014	-0.015	-0.008
Si	2.625	13.56	16.393	0.002	0.132	-0.024
Si	5.425	16.279	16.4	0.082	-0.026	0.063
Si	8.161	2.617	16.299	0	-0.026	0.113
Si	5.419	5.408	16.379	-0.009	-0.002	0.079
Si	8.168	8.07	16.454	-0.117	-0.071	-0.044
Si	5.297	10.913	16.423	-0.22	-0.017	0.055
Si	8.026	13.497	16.531	0.027	-0.083	0.065
Si	10.768	16.216	16.425	0.017	0.046	0.037
Si	13.637	2.613	16.408	0.076	-0.031	0.032
Si	11.001	5.459	16.402	-0.052	-0.106	0.014
Si	13.584	8.154	16.467	-0.109	0.04	0.096
Si	10.722	10.71	16.586	0.155	-0.049	0.08
Si	13.518	13.569	16.528	-0.009	-0.027	0.12
Si	1.196	1.25	17.813	-0.132	0.029	-0.031
Si	4.043	3.975	17.638	-0.02	-0.015	-0.152
Si	1.301	6.591	17.671	0.148	-0.118	-0.104
Si	3.903	9.557	17.788	-0.017	-0.091	0.001
Si	1.209	12.263	17.778	0.048	-0.011	0.028
Si	4.034	14.895	17.731	0.096	-0.183	-0.072
Si	6.855	1.241	17.732	0.073	0.067	-0.001
Si	9.602	3.988	17.557	-0.03	0.066	-0.283
Si	6.762	6.76	17.807	-0.142	-0.051	0.143
Si	9.437	9.232	18.09	-0.139	0.256	0.091
Si	6.634	12.118	17.96	0.021	0.076	0.128
Si	9.378	14.883	17.891	-0.033	0.168	-0.068
Si	12.201	1.202	17.663	-0.01	-0.019	-0.165
Si	15.127	3.879	17.794	-0.02	-0.198	0.092
Si	12.333	6.78	17.941	0.044	-0.049	0.065
Si	14.942	9.544	17.823	-0.197	0.117	0.009
Si	12.094	12.124	17.878	0.073	0.073	-0.291
Si	14.942	15.009	17.852	0.073	0.182	0.003
Si	16.331	2.503	19.456	0.006	0.047	0.075
Si	2.698	16.305	18.982	0.026	-0.023	0.183
Si	16.354	8.019	18.892	0.178	-0.001	0.195
Si	2.605	5.116	19.081	-0.108	-0.133	-0.2
Si	0.018	13.697	19.203	-0.062	0.06	0.2
Si	2.431	10.906	19.233	0.062	-0.193	0.291
Si	5.466	2.682	18.955	0.174	0.01	0.181
Si	8.122	16.345	19.333	0.047	0.121	0.271
Si	5.582	8.455	19.085	0.01	-0.155	-0.182
Si	8.358	5.342	18.937	0.151	-0.005	0.014
Si	5.278	13.661	19.337	-0.001	0.079	0.195
Si	7.423	10.096	19.163	-0.018	-0.064	-0.226
Si	10.911	2.631	18.929	-0.045	-0.116	0.239
Si	13.474	16.38	19.177	0.1	-0.118	0.021
Si	10.923	7.943	19.577	0.149	-0.117	0.015
Si	13.839	5.284	19.099	0.089	0.138	0.378
Si	10.605	13.379	19.201	-0.303	-0.333	-0.134
Si	13.652	11.024	19.269	-0.017	-0.077	-0.212
Si	1.845	3.446	20.698	0.03	-0.315	-0.171
Si	4.084	1.297	20.2	0.093	0.124	-0.027
Si	1.16	9.223	20.466	-0.352	0.153	-0.398
Si	3.927	7.511	20.679	0.127	0.573	0.24
Si	1.503	15.056	20.552	-0.201	0.208	-0.093
Si	4.017	12.038	20.61	-0.064	0.144	-0.287
Si	7.197	3.754	20.143	-0.178	0.278	0.262
Si	9.484	1.633	20.53	-0.119	0.11	0.16
Si	6.76	10.765	21.284	0.241	-0.41	-0.499
Si	10.02	5.974	20.607	-0.234	-0.208	0.159
Si	6.259	15.497	20.668	-0.256	0.24	-0.152
Si	9.108	12.653	21.133	0.551	0.289	0.105
Si	12.378	3.871	20.234	0.086	0.054	0.021
Si	14.431	1.518	20.774	-0.416	0.211	-0.209
Si	12.861	9.984	21.196	0.327	-0.191	-0.142
Si	15.414	6.547	20.414	-0.26	-0.191	-0.47
Si	12.218	14.721	20.283	-0.1	-0.148	0.702
Si	14.688	12.746	20.487	0.207	0.249	0.144
Si	15.931	12.994	23.266	-0.158	0.042	0.2
Si	4.296	5.948	31.231	-0.14	0.032	-0.112
Si	1.087	5.547	22.683	-0.235	-0.001	-0.003
Si	4.013	6.655	22.815	0.291	-0.327	0.23
Si	14.597	11.425	25.738	0.036	-0.074	0.134
Si	2.626	13.425	22.969	0.043	0.03	0.185
Si	6.409	14.324	26.122	-0.067	0.045	0.263
Si	5.761	4.642	24.253	0.091	-0.1	0.209
Si	6.417	8.315	23.204	0.026	-0.107	0.342
Si	12.205	6.957	28.692	0.121	-0.005	-0.205
Si	7.544	5.798	22.348	0.04	-0.201	0.348
Si	10.199	14.359	22.382	-0.151	0.02	-0.125
Si	10.301	2.276	23.51	-0.176	0.122	0.184
Si	15.921	16.092	22.608	0.048	-0.108	0.173
Si	12.511	4.042	24.866	-0.154	0.021	0.169
Si	14.767	8.845	22.055	-0.087	0.28	-0.141
Si	11.021	11.696	23.047	0.123	-0.283	0.337
Si	13.473	8.865	24.86	-0.311	-0.082	0.387
Si	16.059	13.079	29.815	0.055	0.098	-0.072
Si	4.815	5.936	26.957	0.071	-0.156	0.089
Si	2.443	4.396	28.251	0.095	-0.109	-0.005
Si	5.808	3.589	31.246	-0.108	-0.18	-0.285
Si	1.384	0.487	25.025	-0.008	0.008	0.269
Si	13.129	16.097	28.659	-0.001	-0.007	-0.02
Si	7.601	15.55	23.456	-0.131	0.43	0.463
Si	8.638	7.806	25.463	0.045	-0.139	0.01
Si	5.176	8.941	27.298	0.163	-0.05	-0.022
Si	5.381	0.542	30.738	0.001	-0.018	-0.205
Si	11.161	13.964	29.263	-0.068	0.127	-0.115
Si	9.653	1.118	26.144	-0.028	0.132	0.153
Si	14.831	7.174	27.124	0.004	-0.074	0.06
Si	11.315	6.915	25.611	-0.091	-0.125	0.068
Si	0.697	2.966	26.36	0.08	-0.052	0.136
Si	13.661	13.285	27.935	0.085	-0.06	0.022
Si	3.452	14.781	25.657	0.047	0.183	0.22
Si	15.338	4.879	24.933	-0.197	-0.055	0.216
Si	3.12	1.46	29.126	0.086	0.045	-0.159
Si	7.822	7.894	28.334	0.154	0.043	-0.033
Si	6.526	5.674	29.353	0.079	-0.096	-0.132
Si	0.722	0.513	27.704	-0.077	0.038	0.03
Si	0.683	10.404	30.571	-0.056	0.08	-0.154
Si	2.484	13.547	28.443	-0.02	0.005	0.09
Si	8.808	15.275	27.923	-0.07	0.035	-0.015
Si	9.495	10.77	25.631	-0.105	-0.115	0.228
Si	6.431	5.746	33.077	-0.22	0.011	-0.203
Si	6.69	11.297	26.279	0.011	-0.055	0.173
Si	8.748	10.714	28.328	0.075	-0.107	0.023
Si	12.102	2.329	27.486	-0.206	0.067	-0.137
Si	1.44	0.649	31.729	0.105	-0.16	-0.409
Si	11.163	8.604	31.159	-0.147	-0.005	-0.213
Si	11.859	4.09	30.137	-0.145	0.076	-0.294
Si	7.571	2.153	24.438	-0.109	0.21	0.245
Si	0.009	9.606	27.767	-0.058	-0.055	0.039
Si	1.811	3.182	33.409	0.025	0.212	-0.466
Si	3.341	14.722	31.311	-0.036	0.15	-0.242
Si	2.754	10.545	28.464	-0.097	0.109	-0.026
Si	1.509	5.352	31.044	0.142	0.15	-0.219
Si	3.547	12.387	33.404	0.157	0.136	0.097
Si	15.559	15.988	30.235	0.007	-0.008	-0.124
Si	9.726	2.76	31.742	-0.029	-0.14	-0.266
Si	10.649	0.034	32.478	-0.115	0.126	-0.177
Si	8.976	10.63	31.226	-0.043	-0.102	-0.121
Si	8.548	7.991	32.462	-0.115	0.179	-0.311
Si	8.383	0.369	30.566	-0.167	0.031	-0.052
Si	9.289	12.489	33.518	-0.363	0.152	-0.063
Si	13.571	3.659	32.899	-0.052	-0.106	-0.199
Si	12.951	7.503	33.255	0	-0.076	-0.249
Si	15.475	5.833	32.646	0.151	0.07	-0.344
Si	11.715	13.886	32.286	0.016	-0.11	-0.263
Si	1.592	9.913	33.345	-0.074	-0.13	-0.076
O	0.953	15.175	35.116	0.141	0.084	0.643
O	15.265	0.736	35.025	0.168	0.216	0.313
O	3.304	3.109	34.058	0.08	-0.178	0.096
O	4.635	1.147	35.077	-0.422	0.111	0.321
O	16.095	6.171	34.124	-0.071	-0.179	0.104
O	0.899	3.821	34.61	-0.136	0.185	0.215
O	2.345	8.595	33.97	-0.026	-0.048	0.306
O	4.327	4.299	31.095	0.118	-0.101	-0.1
O	0.552	10.436	34.471	-0.085	0.012	-0.126
O	0.737	9.574	31.975	0.232	-0.138	0.081
O	3.755	13.345	32.081	0.053	-0.433	-0.008
O	2.74	13.327	34.445	-0.155	0.027	-0.057
O	6.847	16.27	30.678	0.009	-0.127	0.114
O	6.61	15.417	35.085	-0.201	0.055	0.611
O	10.246	2.125	35.025	-0.015	0.365	-0.315
O	9.272	3.596	33.077	0.171	0.048	0.533
O	4.086	6.919	35.152	0.4	-0.18	0.252
O	6.442	5.612	34.681	0.023	-0.011	-0.115
O	11.621	6.537	33.585	0.057	0.061	-0.102
O	8.022	9.33	31.622	0.142	-0.182	-0.092
O	6.706	9.93	34.958	0.154	-0.222	0.238
O	4.923	11.822	34.119	0.149	-0.203	0.104
O	8.17	13.254	34.407	0.12	-0.21	-0.032
O	10.858	1.623	32.151	-0.02	0.022	-0.251
O	10.389	16.177	34.063	0.062	-0.05	0.139
O	11.951	15.506	32.148	0.172	-0.079	-0.085
O	13.713	2.177	33.591	0.043	0.049	-0.017
O	8.653	8.323	34.071	-0.088	-0.101	0.067
O	12.953	4.484	34.19	0.022	0.029	0.178
O	14.151	6.737	32.431	-0.026	0.124	-0.264
O	12.429	8.623	32.183	0.076	0.045	0.157
O	10.091	11.228	34.173	-0.2	-0.482	0.056
O	10.735	11.067	1.108	-0.063	-0.323	-0.108
O	14.702	11.869	34.645	0.018	0.195	-0.504
O	12.928	13.194	33.15	0.204	-0.241	0.093
O	3.024	2.279	21.054	-0.394	0.419	-0.314
O	1.53	4.037	22.223	0.234	-0.304	-0.131
O	4.986	15.118	26.116	-0.171	0.089	-0.182
O	5.127	0.307	21.062	0.223	-0.301	-0.513
O	2.541	8.45	20.952	0.773	-0.305	-0.001
O	16.341	9.316	21.668	-0.114	0.056	-0.09
O	3.655	6.166	19.802	0.315	-0.147	-0.164
O	4.695	5.149	23.102	-0.264	0.146	-0.408
O	2.416	14.669	21.909	-0.235	0.305	-0.309
O	0.268	15.994	21.158	-0.033	-0.183	-0.289
O	5.168	10.884	20.877	0.175	-0.065	0.051
O	3.536	12.342	22.168	-0.138	-0.048	0.042
O	8.903	9.086	28.608	-0.102	-0.11	-0.166
O	6.775	4.673	21.459	-0.338	0.178	0.089
O	9.203	15.336	23.219	0.178	0.176	0.163
O	8.179	2.619	20.835	0.178	0.013	-0.104
O	6.706	9.817	22.63	-0.038	0.331	0.115
O	6.871	7.265	22.03	-0.095	-0.05	-0.439
O	11.265	4.905	20.988	0.004	0.005	-0.185
O	10.593	11.17	24.533	0.192	0.332	-0.412
O	11.28	15.302	21.557	-0.067	-0.123	0.122
O	6.765	15.021	22.17	-0.206	-0.079	-0.063
O	7.493	12.252	21.415	0.441	0.403	-0.011
O	9.896	11.381	21.892	-0.064	-0.183	0.063
O	13.32	2.759	21.116	0.215	-0.307	-0.074
O	13.939	4.467	24.189	0.064	-0.096	-0.277
O	14.686	0.719	22.241	0.087	0.031	-0.045
O	15.527	14.603	23.205	0.093	0.145	-0.192
O	11.686	8.909	20.719	0.007	-0.286	-0.137
O	12.362	10.948	22.463	0.1	-0.122	0.103
O	0.344	6.084	21.306	0.034	-0.236	-0.04
O	14.431	7.34	21.46	0.024	0.182	0.474
O	13.468	13.804	20.944	0.088	-0.023	-0.442
O	10.321	1.654	22	0.144	-0.408	-0.36
O	13.407	10.471	25.147	-0.028	0.074	-0.325
O	15.305	12.253	21.953	-0.146	-0.27	-0.316
O	13.894	14.901	27.845	0.155	0.015	0.114
O	1.147	12.847	23.297	0.084	-0.226	-0.096
O	6.703	4.163	29.971	-0.002	0.079	0.122
O	0.89	13.321	28.758	-0.192	0.084	-0.019
O	2.39	6.43	23.179	-0.113	-0.214	-0.195
O	16.386	5.541	23.887	0.424	0.368	-0.223
O	4.706	7.531	26.624	-0.184	-0.064	-0.045
O	7.424	8.122	24.462	-0.181	0.015	-0.018
O	14.56	8.648	23.673	0.169	-0.144	0.043
O	15.458	12.147	24.568	0.138	-0.162	0.032
O	3.379	13.734	24.395	0.057	-0.067	-0.261
O	5.976	12.743	26.13	-0.048	-0.164	-0.302
O	2.823	16.149	25.024	-0.08	-0.039	0.092
O	7.217	14.679	24.768	0.174	0.087	-0.265
O	7.275	0.737	23.675	-0.135	-0.157	-0.025
O	7.181	5.419	23.922	0.15	0.106	-0.227
O	7.969	11.268	25.244	-0.074	0.139	-0.388
O	6.144	5.512	27.788	0.177	0.001	-0.048
O	7.28	11.161	27.79	-0.265	0.211	0.014
O	8.817	11.383	29.788	-0.08	-0.087	0.159
O	9.137	5.966	22.032	0.129	0.245	-0.26
O	4.875	7.863	23.636	-0.034	-0.021	-0.351
O	7.347	14.709	27.421	-0.01	-0.319	0.135
O	8.814	2.968	23.731	-0.034	0.261	-0.38
O	4.963	5.063	25.606	-0.162	-0.145	-0.145
O	10.417	1.131	24.691	0.174	-0.416	-0.233
O	11.523	3.33	23.783	0.181	0.009	-0.149
O	12.022	8.106	24.699	0.353	0.259	-0.409
O	11.933	5.454	25.375	0.279	0.103	0.197
O	9.792	6.754	25.02	0.122	-0.009	0.179
O	15.511	10.549	26.779	0.035	0.008	0.12
O	15.153	5.836	26.254	-0.102	-0.158	0.122
O	12.925	0.932	27.642	-0.043	-0.061	-0.213
O	11.873	5.603	29.545	-0.022	-0.003	0.399
O	0.48	16.228	26.242	0.194	0.032	-0.038
O	13.866	12.655	26.479	-0.247	-0.069	-0.285
O	14.731	12.624	28.981	-0.1	0.008	0.006
O	0.17	2.059	27.631	0.013	-0.097	-0.324
O	5.283	6.496	30.054	0.1	0.05	0.144
O	3.217	2.997	28.594	0.287	-0.088	-0.089
O	1.486	4.825	29.501	-0.17	0.002	0.091
O	3.513	5.543	27.855	-0.208	0.243	0.38
O	7.86	6.646	29.403	-0.061	0.245	-0.204
O	0.109	11.92	30.872	-0.093	-0.012	0.296
O	5.655	10.024	26.135	-0.111	-0.068	-0.253
O	2.644	14.29	26.997	0.019	-0.255	-0.184
O	2.306	1.386	30.541	-0.082	-0.196	0.2
O	2.012	15.513	31.901	-0.098	-0.065	0.013
O	9.569	15.962	26.643	0.066	0.139	-0.335
O	2.331	0.561	28.021	-0.063	-0.052	0.062
O	8.049	7.254	26.862	-0.193	0.023	0.009
O	6.196	3.054	24.408	0.029	0.146	-0.062
O	9.477	9.16	25.713	0.171	-0.072	0.268
O	9.959	7.62	31.71	0.144	-0.321	-0.11
O	3.206	12.096	28.242	0.165	-0.01	-0.15
O	11.151	13.321	23.269	0.044	0.059	-0.285
O	5.573	2.004	31.444	-0.134	0.085	0.008
O	9.649	14.039	28.619	0.085	-0.245	-0.069
O	12.726	3.117	26.202	0.153	-0.071	-0.124
O	8.136	1.764	25.953	-0.032	0.06	-0.142
O	15.856	3.441	25.47	0.044	-0.2	-0.021
O	1.666	2.055	25.405	0.04	-0.051	-0.234
O	11.718	8.182	29.67	-0.242	0.287	-0.051
O	11.409	7.139	27.253	0.011	0.179	0.051
O	14.014	8.202	26.214	-0.169	0.18	-0.333
O	1.504	4.245	26.931	0.041	0.139	-0.201
O	16.189	7.993	27.529	0.106	-0.012	-0.08
O	12.112	13	28.355	0.031	-0.105	-0.134
O	14.041	0.102	29.959	-0.155	-0.059	0.111
O	16.259	0.537	31.338	-0.211	-0.105	0.183
O	1.465	1.622	33.028	-0.431	0.133	0.249
O	0.557	0.388	23.649	-0.067	0.074	-0.207
O	16.379	16.08	28.835	0.227	-0.317	0.099
O	3.143	14.374	29.706	0.158	-0.093	0.188
O	6.355	8.591	28.363	-0.125	0.12	0.152
O	0.129	6.123	31.425	-0.251	0.222	0.226
O	1.711	4.124	32.09	-0.02	-0.41	0.205
O	2.752	6.43	31.154	-0.133	-0.269	0.15
O	2.672	11.08	32.992	-0.146	0.066	-0.021
O	16.118	9.811	29.38	0.171	0.169	0.115
O	15.662	14.416	30.668	-0.156	0.035	0.061
O	2.219	10.416	30.001	0.046	0.141	0.252
O	8.495	1.945	31.012	-0.038	0.226	-0.068
O	8.725	0.1	29.001	-0.053	-0.049	0.155
O	4.521	15.829	31.538	0.062	-0.134	-0.084
O	9.367	15.928	31.564	0.2	-0.143	0.176
O	9.829	11.228	27.189	-0.105	-0.139	-0.168
O	6.548	4.203	32.554	0.29	-0.131	0.35
O	7.576	6.681	32.395	0.253	-0.251	0.089
O	4.975	6.375	32.642	-0.027	0.16	0.201
O	4.63	0.853	29.308	-0.208	0.022	-0.188
O	4.013	9.591	28.204	0.032	-0.233	0.352
O	8.571	11.844	32.223	-0.239	0.232	0.149
O	10.54	10.118	31.211	0.094	0.101	0.155
O	12.282	3.128	28.891	0.207	0.011	0.102
O	10.513	2.024	27.207	-0.099	0.155	0.075
O	11.698	15.521	29.193	0.021	0.233	0.267
O	10.333	3.768	30.621	-0.021	-0.13	0.232
O	11.852	9.305	35.067	0.054	0.333	-0.036
O	12.787	3.802	31.463	0.249	-0.03	0.371
O	15.071	4.246	32.609	-0.043	0.005	-0.136
O	11.359	13.353	30.773	0.118	-0.222	0.332
O	10.385	13.616	33.166	-0.001	0.17	0.197
O	13.832	6.891	28.399	0.159	0.177	0.194
O	1.551	10.056	27.466	-0.036	0.156	-0.236
Si	16.307	0.034	5.539	0.031	0.019	-0.002
Si	2.662	2.77	5.52	0.062	-0.021	-0.033
Si	16.31	5.472	5.439	0.038	-0.02	-0.088
Si	2.614	8.21	5.436	0.007	-0.017	-0.092
Si	16.329	10.835	5.517	-0.023	0.035	-0.056
Si	2.622	13.664	5.557	-0.032	0.006	-0.009
Si	5.402	0.019	5.566	-0.003	0.02	0.016
Si	8.158	2.799	5.507	0.091	0.115	0.007
Si	5.369	5.564	5.535	0.007	-0.036	-0.041
Si	8.134	8.221	5.426	-0.078	-0.062	-0.084
Si	5.329	10.979	5.533	0.089	0.001	0.007
Si	8.149	13.695	5.475	0.032	0.054	-0.115
Si	10.856	0.039	5.612	0.044	-0.003	-0.021
Si	13.592	2.754	5.434	0.029	-0.015	-0.076
Si	10.875	5.455	5.436	0.029	0.046	-0.047
Si	13.579	8.186	5.344	0.03	0.016	-0.109
Si	10.861	10.96	5.397	-0.088	-0.058	-0.067
Si	13.549	13.673	5.504	-0.085	-0.067	-0.006
Si	1.296	1.385	6.882	-0.028	-0.014	0
Si	4.03	4.136	6.873	-0.04	0.032	0.017
Si	1.271	6.83	6.821	-0.028	0.027	0.005
Si	3.981	9.553	6.851	0.033	-0.004	-0.02
Si	1.26	12.251	6.877	0.014	0.037	0.004
Si	4.022	15.024	6.896	0.015	-0.006	0.013
Si	6.796	1.401	6.878	-0.042	-0.061	-0.013
Si	9.529	4.128	6.874	-0.037	-0.073	-0.02
Si	6.782	6.888	6.862	-0.059	-0.005	-0.011
Si	9.503	9.576	6.79	0.015	0.041	-0.012
Si	6.764	12.318	6.848	-0.051	0.012	-0.001
Si	9.477	15.035	6.9	-0.072	0.056	-0.006
Si	12.274	1.398	6.885	-0.007	-0.087	-0.017
Si	14.951	4.107	6.821	-0.056	0.037	-0.001
Si	12.239	6.839	6.779	-0.055	0.006	0.005
Si	14.923	9.486	6.824	0.054	-0.021	0.009
Si	12.204	12.274	6.843	0.034	0.034	0.007
Si	14.934	15.026	6.864	0.019	0.018	-0.003
Si	16.306	2.74	8.221	0.023	-0.044	-0.023
Si	2.643	16.388	8.242	-0.001	-0.006	-0.012
Si	16.301	8.159	8.211	-0.001	-0.019	0.021
Si	2.636	5.476	8.219	0.05	-0.046	-0.005
Si	16.288	13.627	8.221	-0.001	-0.014	0.002
Si	2.629	10.897	8.244	0.007	0.026	0.006
Si	5.399	2.748	8.228	0.014	-0.003	-0.012
Si	8.118	16.399	8.255	0.027	0.006	0.015
Si	5.374	8.205	8.22	0.026	0	0.025
Si	8.134	5.482	8.219	0.024	-0.002	0.009
Si	5.393	13.648	8.243	0.062	0.089	0.011
Si	8.121	10.909	8.188	-0.039	-0.032	-0.025
Si	10.873	2.733	8.24	0.029	0.053	0.019
Si	13.589	16.386	8.244	0.022	0.003	0.02
Si	10.861	8.189	8.166	0.025	0.015	-0.022
Si	13.581	5.468	8.188	0.07	-0.002	-0.01
Si	10.841	13.63	8.225	-0.026	-0.038	0
Si	13.569	10.881	8.19	-0.013	0.046	-0.012
Si	1.286	4.087	9.582	-0.033	0.035	-0.004
Si	4.035	1.349	9.58	0.002	-0.016	0.002
Si	1.258	9.521	9.598	-0.01	0.016	0.005
Si	4.023	6.817	9.59	-0.023	-0.006	-0.007
Si	1.271	14.986	9.58	-0.008	0.001	0.002
Si	4.018	12.26	9.591	0.012	-0.032	-0.002
Si	6.782	4.093	9.595	-0.021	-0.009	0.001
Si	9.51	1.34	9.605	-0.047	-0.043	-0.002
Si	6.758	9.551	9.576	-0.044	0.017	0.008
Si	9.513	6.83	9.574	-0.044	-0.01	-0.011
Si	6.761	15.006	9.607	-0.061	0.024	0.023
Si	9.481	12.25	9.579	-0.006	0.04	0.007
Si	12.241	4.095	9.587	-0.055	-0.023	-0.01
Si	14.965	1.342	9.592	0.013	-0.003	0
Si	12.212	9.527	9.573	-0.005	-0.021	-0.006
Si	14.949	6.799	9.585	0.018	-0.002	0.008
Si	12.214	14.992	9.589	0.011	0.019	0.01
Si	14.923	12.243	9.578	-0.005	0.005	0.006

Results
total energy: -115449.168 eV
total energy less fixed offsets of O -438.35, Si -107.03 eV per atom: 17.172 eV
